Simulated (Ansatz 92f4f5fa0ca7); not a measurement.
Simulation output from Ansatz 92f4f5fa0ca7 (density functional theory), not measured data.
Periodic cell of 264 atoms, Si152O112, from a study of silicon, its oxide and their interface. The atomic structure is a simulated model.
This geometry differs little from another in the collection (a relaxation step or a small displacement).

Settings: functional r2SCAN; potential files Ansatz PAW; basis plane waves; wave-function cutoff 800 eV; density cutoff ratio 5; exchange-correlation grid ratio 1; k mesh 1 x 1 x 1, shifted by 0.5 0.5 0 of a step; self-consistency stop 1e-10 eV per atom in the density residual; occupations fixed; spin none; net charge 0.

Cell vectors (angstrom)
a, 10.887, 0, 0
b, 0, 10.887, 0
c, 0, 0, 38.5071

Atoms: element, x, y, z (angstrom)
Si, 0.1426, -0.3136, 0.3649
Si, 2.9117, 2.1175, -0.0894
Si, -0.4105, 5.6184, 0.2169
Si, 2.359, 8.3598, -0.2428
Si, 5.4424, 0.194, -0.0712
Si, 8.044, 2.9667, 0.3118
Si, 5.7419, 5.0812, 0.047
Si, 8.3789, 7.9099, 0.2323
Si, 1.3801, 1.2876, 1.4905
Si, 4.0085, 3.9265, 1.1436
Si, 1.3648, 6.7471, 1.2313
Si, 4.1464, 9.4111, 1.0786
Si, 6.8559, 1.3028, 1.4233
Si, 9.4817, 4.128, 1.6959
Si, 6.7816, 6.6979, 1.4248
Si, 9.5115, 9.3941, 1.6233
Si, 0.0463, 2.699, 2.8236
Si, 2.8052, -0.1478, 2.6767
Si, 0.0688, 8.0291, 2.8157
Si, 2.7301, 5.3591, 2.5688
Si, 5.4025, 2.6814, 2.681
Si, 8.1613, -0.0389, 2.8258
Si, 5.4047, 8.1307, 2.6381
Si, 8.0948, 5.4626, 2.9487
Si, 1.4087, 4.0945, 4.0892
Si, 4.0932, 1.2935, 4.0534
Si, 1.4192, 9.4547, 4.0939
Si, 4.0552, 6.7482, 3.9899
Si, 6.7176, 4.0276, 4.1369
Si, 9.5419, 1.3322, 4.1379
Si, 6.7537, 9.4771, 4.0865
Si, 9.5431, 6.7804, 4.2076
Si, 0.0389, -0.0405, 5.4431
Si, 2.7523, 2.6982, 5.4221
Si, 0.0283, 5.4052, 5.4958
Si, 2.7458, 8.0961, 5.4404
Si, 5.4415, -0.0225, 5.4563
Si, 8.1463, 2.6959, 5.4617
Si, 5.3964, 5.4399, 5.4369
Si, 8.1556, 8.175, 5.4781
Si, 1.3709, 1.3627, 6.7854
Si, 4.0755, 4.081, 6.8109
Si, 1.3693, 6.7963, 6.8341
Si, 4.0779, 9.5006, 6.7939
Si, 6.8037, 1.3396, 6.8249
Si, 9.5161, 4.0602, 6.8104
Si, 6.7818, 6.7889, 6.7958
Si, 9.5298, 9.5357, 6.8179
Si, 0.0003, 2.7164, 8.1505
Si, 2.7261, 0.004, 8.1421
Si, 0.0043, 8.1802, 8.1747
Si, 2.7324, 5.4482, 8.1807
Si, 5.4571, 2.7408, 8.1651
Si, 8.1816, 0.0078, 8.1824
Si, 5.4483, 8.1729, 8.1553
Si, 8.1612, 5.4436, 8.1503
Si, 1.3492, 4.0971, 9.4987
Si, 4.0832, 1.3764, 9.4963
Si, 1.3481, 9.5799, 9.5261
Si, 4.0755, 6.8525, 9.526
Si, 6.8253, 4.0937, 9.5368
Si, 9.5406, 1.3774, 9.5267
Si, 6.8059, 9.5297, 9.5143
Si, 9.5054, 6.8223, 9.5035
Si, 0.0062, 0.0589, 10.9179
Si, 2.6992, 2.7288, 10.8436
Si, -0.0035, 5.476, 10.8395
Si, 2.7153, 8.2486, 10.8863
Si, 5.4545, 0.0289, 10.8525
Si, 8.1935, 2.7167, 10.8993
Si, 5.4682, 5.5086, 10.8499
Si, 8.177, 8.1994, 10.8826
Si, 1.3661, 1.4228, 12.2993
Si, 4.0662, 4.1339, 12.1111
Si, 1.2903, 6.9079, 12.187
Si, 4.0686, 9.6437, 12.2514
Si, 6.8293, 1.3291, 12.2459
Si, 9.5918, 4.0833, 12.2134
Si, 6.8145, 6.8645, 12.2494
Si, 9.507, 9.5952, 12.2503
Si, 0.04, 2.7965, 13.6953
Si, 2.7394, 0.1196, 13.6948
Si, -0.0316, 8.2815, 13.6223
Si, 2.6905, 5.5221, 13.4053
Si, 5.4233, 2.7657, 13.4281
Si, 8.168, -0.0155, 13.7118
Si, 5.4468, 8.3002, 13.5717
Si, 8.2381, 5.4508, 13.5014
Si, 1.4464, 4.2811, 14.9386
Si, 4.1088, 1.6016, 14.9696
Si, 1.3788, 9.6098, 15.0429
Si, 4.0224, 6.8826, 14.7297
Si, 6.8346, 4.0584, 14.7324
Si, 9.5462, 1.4046, 15.0501
Si, 6.7435, 9.533, 15.1409
Si, 9.4642, 6.8614, 14.9116
Si, 0.0095, 0.0469, 16.4428
Si, 3.18, 3.3965, 16.2825
Si, 0.2716, 5.884, 16.2087
Si, 2.5994, 7.9765, 16.2357
Si, 5.6158, 0.4225, 16.294
Si, 7.8782, 2.5826, 16.2274
Si, 5.4394, 5.4823, 15.8856
Si, 7.6902, 7.6337, 16.3116
Si, 7.3847, 0.5941, 22.3797
Si, 9.0798, 30.9629, 18.4635
Si, -8.4852, 20.4238, 20.9233
Si, 3.7291, 10.5485, 30.3055
Si, -1.7998, 15.0371, 33.903
Si, -1.8001, 16.2924, 21.1283
Si, -11.0467, 18.9944, 20.9778
Si, -19.0726, -4.9665, 24.7333
Si, -13.7154, 8.3822, 24.9439
Si, -4.1431, -1.2401, 20.1229
Si, -9.6868, 12.7904, 35.6593
Si, 1.4177, 12.4071, 21.3888
Si, 0.169, 7.6804, 28.8158
Si, -15.8341, 3.972, 27.7997
Si, -21.9593, 13.3788, 27.5309
Si, -6.723, 20.5026, 18.4671
Si, 3.0258, -7.1458, 34.2063
Si, -17.1831, 12.8787, 25.9901
Si, -19.1291, 13.8207, 23.8463
Si, 1.2686, 13.077, 18.3918
Si, -14.8202, 21.6124, 30.6327
Si, -14.8314, 18.1826, 22.167
Si, -17.6091, 8.1549, 23.1135
Si, 4.103, 7.2266, 26.947
Si, -12.2596, 13.5443, 22.4386
Si, -3.7105, 6.1517, 32.3009
Si, -25.7491, 6.94, 27.1904
Si, -20.939, 5.3254, 27.0435
Si, -1.2327, 15.0175, 18.3182
Si, -11.8303, 42.5426, 23.4877
Si, 13.4136, 1.3573, 28.1536
Si, -5.9204, -5.4842, 35.5493
Si, -0.5886, 10.4244, 35.9929
Si, 7.3691, 9.7427, 36.3237
Si, 1.4133, 8.1966, 35.2981
Si, -13.8752, 23.8776, 32.2433
Si, 3.1941, 8.9593, 32.7847
Si, -13.6368, 29.6565, 29.937
Si, 9.7805, 3.6691, 36.5591
Si, 8.0927, 13.1503, 29.3419
Si, -8.561, 9.3796, 27.8902
Si, -10.0375, 5.7068, 33.5144
Si, 5.6349, 14.8902, 33.0885
Si, -0.0025, 12.4549, 24.7707
Si, 2.0475, 17.5195, 31.0805
Si, 3.386, 16.1327, 28.9187
Si, -16.0694, 29.8321, 34.1871
Si, 5.7842, 21.2842, 24.7206
O, 0.5398, 0.4742, -3.2389
O, 5.429, 9.1177, -19.1613
O, 8.6996, 10.3936, -2.9007
O, 4.2235, 1.2122, -0.5042
O, -1.4175, 6.8087, -0.2744
O, -14.9409, 7.4181, -5.2767
O, -0.0636, 14.8757, -11.5916
O, 1.3456, 9.6223, -0.1848
O, 6.3692, -0.1143, -1.3993
O, 10.2397, 0.0964, -0.9946
O, 6.4896, 2.7546, -5.8912
O, -0.1959, 4.739, -1.1414
O, 5.3831, 5.6768, -1.4297
O, -3.3366, 11.4162, -6.508
O, 7.8451, 8.6451, -1.1049
O, -8.7043, 8.9639, -4.4359
O, -0.9735, -0.8832, 17.3559
O, -15.2057, 5.3718, 27.2891
O, -16.4397, -11.1577, 30.5479
O, -7.3191, 9.0258, 21.9009
O, 1.4087, 6.955, 16.755
O, -0.4879, 5.3212, 17.5316
O, -17.914, 6.0243, 25.874
O, 4.7032, 10.8593, 17.5824
O, 0.9703, 11.7793, 17.4634
O, -7.8811, 8.3982, 26.7916
O, 3, 7.2024, 23.7598
O, -5.1517, 13.9142, 26.4898
O, -1.3379, 4.2359, 22.1396
O, -3.2187, 29.4635, 23.5427
O, -5.2926, 18.6482, 26.717
O, 7.8627, -0.8039, 19.034
O, -9.5136, 18.2122, 29.81
O, -10.9449, 17.3468, 27.7798
O, -5.5327, 18.0956, 22.5059
O, 2.7316, 15.4439, 23.8599
O, -13.1452, 21.4316, 22.8151
O, 12.3095, 19.151, 20.6756
O, 4.3811, 26.2443, 16.6946
O, 13.356, 3.0134, 17.6983
O, -2.4398, 3.4583, 17.4807
O, -12.8655, 13.4826, 33.416
O, -20.3731, 2.3659, 24.7081
O, 3.5331, 19.3664, 17.4927
O, -17.0134, 9.2548, 24.1603
O, 3.6202, 4.4778, 35.5463
O, -14.4274, -14.2379, 28.5989
O, 7.2444, 8.4185, 21.0423
O, -18.7387, 18.4885, 31.9112
O, 3.0302, 21.1001, 31.7495
O, 0.7659, 8.9819, 28.0729
O, 4.705, 19.8848, 33.347
O, 6.5093, 17.4035, 16.6517
O, -11.19, 4.6348, 33.6642
O, -17.7682, -4.2177, 28.4586
O, -9.0985, 1.8384, 19.8613
O, -6.7231, 14.2667, 33.1419
O, -9.7469, 2.1418, 28.3934
O, -4.1004, 12.3655, 16.7868
O, 4.5762, 15.0656, 28.673
O, -25.6686, 25.0538, 28.7866
O, -15.4786, 0.5518, 23.5739
O, -2.8332, 7.2541, 26.0956
O, -30.3966, 10.8781, 27.3339
O, -8.4622, 2.3738, 22.3402
O, -4.3124, 0.0504, 21.0805
O, -3.0124, 6.6679, 30.9592
O, -9.5824, 16.7791, 25.5828
O, -17.7698, 2.4018, 24.536
O, -26.6728, 15.4392, 34.6014
O, -9.2484, 10.8108, 21.5756
O, -5.7706, 0.4541, 25.8622
O, -22.6663, 8.7696, 19.7054
O, 8.4091, 7.8969, 17.758
O, -0.3618, 19.7903, 22.3615
O, -1.1792, 18.9102, 29.6096
O, -13.7184, -8.8482, 22.0475
O, -1.3462, 19.8797, 24.7778
O, -1.8735, 15.63, 19.6576
O, -14.1521, 16.8288, 21.5899
O, -7.6817, 11.9343, 29.6091
O, -7.8695, -0.8455, 19.5138
O, -7.6242, 20.288, 29.2361
O, -2.4078, 13.58, 30.8539
O, -1.1495, 35.0946, 24.0242
O, -8.6785, 26.6553, 33.4626
O, -3.8153, 20.503, 25.305
O, -8.5193, 18.8885, 36.6372
O, -3.304, 31.0265, 30.5599
O, 1.9957, 12.9585, 37.0627
O, -9.9782, 17.6545, 34.7281
O, -4.4205, 30.7702, 35.2349
O, -0.3805, 12.3181, 26.3239
O, -3.4108, 22.5324, 29.3933
O, 0.0875, 11.0097, 24.0329
O, 3.4658, 2.1685, 27.1357
O, -10.1153, 17.2431, 32.0421
O, -0.1126, 3.0017, 18.5809
O, -0.6866, 6.5892, 21.1537
O, -2.6964, 16.0297, 33.0271
O, 2.2202, 13.2751, 34.5137
O, -18.8792, 16.2625, 30.4664
O, -10.9526, 2.863, 35.6727
O, 0.0453, 19.8392, 35.7531
O, 6.8861, 14.8523, 38.242
O, -15.9448, 16.147, 32.0655
O, 8.9721, 13.5307, 37.5121
O, -1.4687, 2.3512, 28.4644
O, 8.7625, 15.2122, 35.4847
O, -8.7722, 15.8221, 27.9614
O, -6.0692, 6.8791, 34.8819
O, -0.1391, 23.686, 21.6662

Results
free energy: -161107.481 eV
free energy less fixed offsets of O -570.45, Si -639.56 eV per atom: -3.961 eV

Forces (eV/angstrom), in the order of the atoms: element, x, y, z
Si, 0.0007, -0.0002, -0.0032
Si, 0.0008, -0.0014, -0.0039
Si, -0.0004, -0.0003, -0.0019
Si, 0.0013, -0.0004, -0.004
Si, 0.0019, 0.0013, -0.0036
Si, 0.0007, 0.0003, -0.0025
Si, 0.0004, 0.0014, -0.0028
Si, 0.0005, 0.001, -0.0035
Si, 0.0018, 0.0011, 0.0003
Si, 0.001, 0.001, 0.0009
Si, 0.0011, -0.0009, -0.0007
Si, 0.0013, -0.0006, 0.0011
Si, 0.0017, -0.0011, -0.0001
Si, 0.0015, 0.0001, -0.001
Si, 0.0006, 0.0005, -0.0004
Si, 0.0006, 0.0008, 0.0002
Si, 0.0006, 0.0002, 0.0005
Si, 0.0013, -0.0004, -0.002
Si, 0.0015, -0.0003, -0.0001
Si, 0.0015, -0.0001, -0.0002
Si, -0.0002, 0.0003, -0.001
Si, 0.0005, 0.0003, 0.0007
Si, -0.0009, 0, 0.0007
Si, 0.0005, 0.0007, -0.0008
Si, 0.0006, 0.0005, 0.0006
Si, 0.0008, -0.0002, 0.001
Si, 0.0002, -0.0011, 0.0001
Si, 0.0009, 0.0009, 0.0004
Si, 0.0004, -0.0011, 0.0008
Si, 0.001, -0.0001, 0.001
Si, -0.0002, 0.0002, -0.0001
Si, 0.001, -0.0004, 0.0001
Si, -0.0003, 0.0001, -0.0002
Si, 0.0006, -0.0003, 0
Si, 0.0007, 0, 0.0009
Si, 0.0001, -0.0003, -0.0002
Si, 0.0007, 0, 0.0003
Si, 0.0005, -0.0006, 0.0003
Si, -0.0002, -0.0002, -0.0007
Si, 0.0008, 0, 0.0004
Si, 0.0012, -0.0001, -0.0003
Si, 0.0008, -0.0002, -0.0001
Si, 0.0013, -0.0007, 0
Si, 0.001, -0.0002, -0.0001
Si, 0.0005, -0.0003, 0.0001
Si, 0.0012, 0.0002, -0.0001
Si, 0.0015, 0.0003, -0.0005
Si, 0.0011, -0.0006, 0.0001
Si, 0.0007, -0.0009, 0.0002
Si, 0.0007, -0.0004, 0.0004
Si, 0.0008, -0.0001, 0.0004
Si, 0.0009, -0.0003, -0.0005
Si, 0.0006, -0.0006, 0
Si, 0.0007, -0.0008, 0.0005
Si, 0.0006, -0.0009, -0.0001
Si, 0.0002, -0.0008, 0.0004
Si, 0.0009, -0.0007, 0.0007
Si, 0.001, -0.0006, 0.0006
Si, 0.001, -0.0006, 0.0002
Si, 0.0008, 0.0003, -0.0001
Si, 0.0009, -0.0004, 0.0001
Si, 0.0007, -0.0004, 0.0003
Si, 0.0011, -0.0002, 0.0007
Si, 0.0008, -0.0003, 0.0005
Si, 0.0012, -0.0001, 0.0008
Si, 0.0001, -0.001, 0.0002
Si, 0.0004, 0.0001, 0.0005
Si, 0.001, -0.0012, 0.0002
Si, 0.0003, -0.0005, 0.0002
Si, -0.0001, -0.0006, 0.0004
Si, 0.0005, -0.0005, -0.0005
Si, 0.0005, -0.0003, 0
Si, 0.0007, -0.0003, -0.0012
Si, 0.001, 0, -0.0012
Si, -0.0001, -0.0003, -0.0004
Si, 0.0014, 0.0001, 0.0004
Si, 0.0004, -0.0007, -0.0001
Si, 0.0014, -0.0012, -0.0005
Si, 0.0005, 0.0001, 0.0001
Si, -0.0002, -0.0004, -0.0005
Si, 0.0002, -0.0009, 0.001
Si, -0.0002, 0, 0.001
Si, -0.0009, -0.0005, 0.0015
Si, -0.0005, -0.0015, 0.0008
Si, -0.0008, -0.0006, 0.0003
Si, 0.0002, -0.0015, 0.0012
Si, 0.0015, 0.0012, -0.0003
Si, 0.001, 0.0005, 0.0009
Si, 0.0005, -0.0003, 0.0008
Si, 0.0001, 0.0009, 0.0011
Si, 0, -0.0005, -0.0003
Si, 0.0004, -0.0004, 0.0002
Si, 0.0007, -0.0008, 0.0004
Si, 0.0006, -0.0004, 0.0002
Si, 0.0003, -0.0012, 0.0016
Si, -0.0006, -0.0002, -0.0005
Si, 0, -0.0004, 0
Si, 0.0007, 0.0004, 0.0049
Si, -0.0004, -0.0003, 0.0033
Si, 0.0015, -0.002, 0.0031
Si, -0.0007, 0.0002, 0.0029
Si, -0.0004, 0.0009, 0.0028
Si, 0.0002, 0.0002, 0.0029
Si, 0.0006, -0.0018, 0.0039
Si, -0.0004, 0.0003, 0.0017
Si, 0.0004, 0.0006, 0.0007
Si, 0.0003, -0.0009, 0.0014
Si, 0.0001, 0.0001, -0.0009
Si, 0.0017, -0.0032, 0.0004
Si, -0.0003, 0.0007, 0.0017
Si, 0.0006, 0, 0.001
Si, -0.0004, 0.0002, 0.0007
Si, -0.0012, -0.0001, 0.0004
Si, -0.0003, 0.0004, 0.0005
Si, 0.0015, -0.0002, -0.0002
Si, -0.0001, -0.0004, 0.0007
Si, -0.0004, -0.0001, -0.0005
Si, 0.0008, 0.0006, -0.001
Si, -0.0006, 0, -0.0002
Si, -0.001, -0.0013, 0.0007
Si, 0.0005, 0.0014, 0.0001
Si, 0.0006, -0.0001, -0.0005
Si, -0.0006, 0.0004, 0.0009
Si, 0.0002, -0.0013, 0.0018
Si, 0.0002, -0.0003, -0.0013
Si, 0.0001, 0.0002, 0.0014
Si, -0.0019, -0.0007, 0.0007
Si, -0.0002, 0.0013, -0.0002
Si, -0.0008, -0.0006, -0.0002
Si, 0.0016, 0.0012, -0.002
Si, -0.0003, -0.0002, -0.0003
Si, -0.0007, 0, 0.0005
Si, -0.0006, 0.0005, 0.0024
Si, 0.0009, -0.0009, 0.0005
Si, -0.0005, 0.0008, -0.0002
Si, 0.0015, -0.0002, -0.001
Si, -0.0001, -0.0005, 0.0008
Si, -0.0003, -0.0002, -0.0015
Si, -0.0001, -0.0001, -0.0027
Si, 0.001, 0.0001, -0.0014
Si, 0.0016, 0.0015, -0.001
Si, 0.0001, 0.0003, 0.0003
Si, -0.0013, 0.0004, -0.0018
Si, -0.0004, 0.0009, -0.0016
Si, 0.0003, 0.0008, -0.0004
Si, 0.0008, 0, -0.0004
Si, 0.0011, 0.0002, -0.0004
Si, -0.001, -0.0003, 0.0019
Si, 0.0012, 0.0017, -0.0007
Si, 0.0005, -0.0009, -0.0014
Si, 0.0008, 0.0018, -0.0005
Si, -0.001, -0.0002, 0.0005
O, 0.0018, -0.0001, 0.0025
O, 0, 0.0001, 0.0014
O, 0.0011, 0, 0.0004
O, 0.0016, -0.0002, -0.0006
O, 0.0005, 0.0011, 0.0052
O, 0.0008, -0.0003, -0.0005
O, -0.0003, -0.0002, -0.0001
O, 0.0002, 0, -0.0004
O, 0.0004, 0.0002, 0.0034
O, 0.0011, 0.0001, 0.0034
O, 0.0033, -0.0005, 0.0009
O, 0.0002, 0.0009, 0
O, 0.0008, 0.001, 0.0019
O, 0.0005, -0.0002, -0.0003
O, 0.0014, 0.0004, 0.003
O, 0.0001, -0.0001, 0.0012
O, 0.0003, -0.0004, -0.0025
O, -0.0017, -0.0001, -0.0008
O, -0.0003, 0.0004, -0.0001
O, -0.0011, -0.0002, -0.0021
O, -0.0001, -0.0003, -0.0022
O, 0.0001, -0.0015, -0.0015
O, -0.0006, 0.0011, -0.0003
O, 0.0003, -0.001, -0.0019
O, -0.0003, -0.0009, -0.0021
O, 0.0002, -0.0003, 0.0019
O, 0, 0, -0.0004
O, -0.0008, 0, -0.0008
O, -0.0003, 0, -0.0006
O, -0.0017, -0.0011, -0.0026
O, -0.0017, 0.0009, 0.0024
O, -0.0005, -0.001, 0.0003
O, 0.0005, -0.0004, 0.0021
O, 0.0004, 0.0004, -0.0002
O, 0.0006, 0.0002, -0.0003
O, -0.0004, -0.0005, 0
O, -0.0004, 0.0002, -0.0001
O, -0.001, 0.0005, -0.0005
O, -0.0003, -0.0011, -0.0016
O, 0.0003, -0.0007, -0.0015
O, -0.0003, -0.0009, -0.0018
O, 0.0009, 0.002, -0.0001
O, -0.0016, -0.0004, -0.0024
O, -0.0015, -0.0015, -0.0022
O, -0.0009, 0.0001, -0.0004
O, -0.0002, 0.0009, -0.0023
O, 0.0002, -0.0001, -0.0007
O, -0.0006, 0.0006, -0.0022
O, 0.0005, 0.0005, 0.002
O, 0.0004, -0.0006, 0.0009
O, 0.0006, -0.0005, -0.0006
O, 0.0018, -0.0003, 0.0014
O, -0.0008, -0.001, -0.0024
O, 0.0027, 0.0009, 0.0044
O, -0.0005, -0.0003, -0.0001
O, -0.0009, 0.0001, -0.0029
O, -0.0003, 0.0003, 0.0057
O, -0.001, -0.0003, -0.0012
O, 0.0008, -0.0009, 0.0002
O, -0.0009, 0.001, -0.0006
O, 0.0003, -0.0011, -0.0011
O, -0.0011, -0.0002, 0.0002
O, -0.0014, 0.0003, 0.0001
O, 0.0003, -0.0011, 0.0006
O, -0.0017, -0.0007, -0.0002
O, 0.0006, -0.0019, -0.0001
O, -0.0009, 0.0003, 0.0025
O, 0.0005, 0.0002, -0.0003
O, -0.0008, 0.0002, -0.0055
O, -0.0003, 0.0013, 0.0014
O, 0.0002, 0, 0.0006
O, -0.0008, 0, -0.002
O, -0.0003, 0, -0.0012
O, -0.0002, -0.0011, -0.0048
O, 0.0007, 0, -0.0014
O, -0.0005, -0.001, 0.0008
O, -0.0001, -0.0003, -0.0001
O, 0.0003, 0.0006, 0
O, 0.0009, -0.0011, -0.0029
O, -0.0008, -0.0002, -0.002
O, 0.0001, -0.0006, 0.001
O, 0.0005, -0.0004, -0.0015
O, -0.0003, 0.0005, 0.0001
O, -0.0014, 0.0013, 0.0005
O, -0.0007, -0.0002, -0.0036
O, 0.0017, -0.0011, 0.0014
O, 0.0005, 0, -0.0024
O, 0.0005, 0.0014, 0.0031
O, -0.0006, 0.0001, -0.0009
O, 0.0014, -0.0006, 0.004
O, 0.0018, -0.0003, 0.0013
O, 0.0023, 0.0017, 0.0001
O, -0.0003, 0.0002, -0.0016
O, 0.0004, 0.0009, 0.0004
O, -0.0015, 0.0004, -0.0012
O, 0, -0.0007, -0.0003
O, 0.0009, 0, 0.0007
O, -0.0001, -0.0006, 0.0008
O, -0.0005, -0.0003, 0.0004
O, 0.0022, -0.0011, -0.0005
O, 0.001, 0.0013, 0.0021
O, -0.0002, 0.0006, 0.0007
O, 0, -0.0011, 0.0032
O, 0.002, 0.0007, 0.0003
O, 0.0012, -0.0003, 0.003
O, 0.0012, -0.0014, 0.001
O, -0.0012, -0.0007, 0.004
O, 0.0004, 0.0005, 0.0002
O, -0.0001, -0.0005, 0.0003
O, -0.0001, 0.0011, 0.0011
O, 0.0006, -0.0002, 0.0015
O, -0.0005, 0.0004, -0.0003

The program warned: the cutoff lies below the one the program advises for these potential files; the forces do not sum to zero within the program's tolerance; empty levels may hold ghost states of the PAW files; the exchange-correlation potential is rough where the density is thin.
